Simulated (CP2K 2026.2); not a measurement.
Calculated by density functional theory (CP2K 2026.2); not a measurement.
Periodic cell of 1152 atoms, Si864O288, from a study of silicon, its oxide and their interface. The atomic structure is a simulated model.
Doubt: the forces sum to 6.03 eV/angstrom along one axis rather than to zero, so they err by at least 0.0052 eV/angstrom per atom on average; the grid cutoff is modest.

Settings: functional PBE; method Gaussian and plane waves; basis set DZVP-MOLOPT-SR-GTH; pseudopotentials GTH-PBE; grid cutoff 350 Ry, relative cutoff 50 Ry; k points Gamma only; occupations fixed; spin none; net charge 0.

Cell vectors (angstrom)
a  32.64  0  0
b  0  16.32  0
c  -1.6549  2.3553  38.8717

Atoms and the computed forces on them: element, x, y, z (angstrom), force x, y, z (eV/angstrom)
Si  1.6811  14.5492  0.0902  -0.1439  0.3305  0.7449
Si  3.9494  1.5885  0.1592  0.0903  -0.1497  0.7284
Si  1.6787  3.7545  0.0581  -0.0338  0.2333  0.6912
Si  2.8217  9.0102  38.8685  -0.2764  0.0823  0.7211
Si  1.1009  9.9473  0.0274  0.2279  -0.3968  0.6608
Si  3.9784  12.3798  0.0825  0.1858  -0.118  0.6875
Si  7.1463  14.7069  0.202  -0.1213  0.115  0.7077
Si  9.6881  1.3175  0.3085  -0.276  0.1019  0.6211
Si  6.5054  4.2723  0.2206  0.2624  -0.0301  0.8155
Si  7.8798  9.2947  38.7963  0.1529  -0.2719  0.7278
Si  7.2814  9.1745  0.0137  -0.0764  0.2082  0.7959
Si  9.5323  12.6429  0.1834  0.0476  -0.2932  0.6579
Si  12.9055  14.3937  0.1705  -0.1748  0.1189  0.7348
Si  13.6454  3.2985  38.8406  -0.3396  0.2379  0.7276
Si  12.2758  3.8806  0.2881  0.0388  0.2598  0.7216
Si  14.8738  7.0583  0.1288  -0.0015  -0.1548  0.6826
Si  12.5822  9.1709  0.0153  -0.1349  0.1612  0.7428
Si  14.978  12.1668  0.5283  0.0048  0.0268  0.5497
Si  17.5024  15.0271  0.0863  0.2238  -0.2407  0.7736
Si  18.2956  3.9038  38.8565  0.2646  -0.0442  0.7434
Si  17.6693  3.638  0.145  0.058  0.2231  0.6481
Si  18.7905  8.8876  38.8447  -0.1165  0.1443  0.7226
Si  17.1844  10.0672  0.0853  0.1254  -0.1243  0.7521
Si  20.5921  12.1067  0.0877  -0.2697  0.1398  0.7639
Si  23.2247  14.6944  0.1421  0.019  0.184  0.7261
Si  24.3503  3.5551  38.6715  -0.2004  0.0701  0.6942
Si  22.7618  4.4276  0.0308  0.0422  -0.1831  0.7197
Si  24.1779  9.0358  38.8317  -0.1268  0.2651  0.6965
Si  22.6737  9.775  0.1685  0.168  -0.0794  0.7905
Si  23.773  14.8594  38.7525  0.189  -0.1734  0.7432
Si  26.5957  17.6224  38.6337  0.1659  -0.091  0.6816
Si  29.7282  3.9247  38.7231  -0.2479  -0.1231  0.7006
Si  26.3895  6.7828  38.8685  0.2779  -0.1117  0.7849
Si  29.3006  9.3755  38.8254  0.2594  -0.1212  0.748
Si  27.1556  11.72  38.7045  -0.3271  0.1987  0.6994
Si  31.516  12.1922  0.3797  -0.177  0.0379  0.659
Si  2.7422  16.2739  1.3205  -0.0068  -0.0128  -0.0143
Si  5.3965  2.7546  1.5758  -0.0138  -0.0079  -0.0307
Si  2.7802  5.4944  1.2282  0.0301  -0.0268  -0.0701
Si  5.6158  8.1682  1.3559  -0.0013  -0.0049  -0.0941
Si  2.786  10.8595  1.3859  -0.0125  0.0068  -0.0734
Si  5.5402  13.5257  1.4105  -0.0003  0.0192  -0.0364
Si  8.21  16.3172  1.5203  -0.008  0.0071  -0.0044
Si  10.9105  2.6945  1.7039  -0.0205  0.0066  -0.0196
Si  8.2869  5.3936  1.2745  -0.0025  0.0172  -0.0404
Si  10.9956  8.0864  1.3689  -0.0152  -0.0056  -0.0549
Si  8.3617  10.8614  1.2802  0.0109  0.0245  -0.0963
Si  11.085  13.6512  1.5346  -0.0016  0.0446  -0.0424
Si  13.7602  16.1906  1.4178  -0.028  0.0784  -0.07
Si  16.259  2.4808  1.5049  -0.0445  -0.0262  -0.0085
Si  13.6503  5.4401  1.3741  0.0233  -0.0149  -0.0463
Si  16.3129  8.3017  1.4384  0.0154  0.0019  -0.0712
Si  13.524  10.7346  1.5559  -0.0222  -0.0333  -0.0555
Si  16.4015  13.6093  1.6151  0.0151  0.0345  -0.0388
Si  18.9948  16.2648  1.4104  -0.0078  0.0124  -0.0634
Si  21.6131  2.7414  1.2222  0.0111  -0.036  -0.0289
Si  18.8972  5.3509  1.2839  -0.0379  -0.0251  -0.0616
Si  21.5283  8.146  1.3694  0.0023  -0.0278  -0.0365
Si  18.9314  10.9995  1.3724  0.0472  -0.0297  -0.0551
Si  21.7393  13.5616  1.505  0.0111  -0.0187  -0.0488
Si  24.4583  16.3656  1.2133  0.0254  0.0178  -0.0488
Si  27.0481  2.7504  1.2739  -0.0046  -0.0252  -0.0323
Si  24.3318  5.5337  1.3631  0.0135  -0.0037  -0.0292
Si  27.1309  8.2629  1.1547  0.0263  -0.0057  -0.0494
Si  24.3764  10.9258  1.3147  0  0.0191  -0.0686
Si  27.1174  13.6532  1.1207  -0.0114  0.0205  -0.0399
Si  29.8924  0.1206  1.0801  0.013  -0.0055  -0.0206
Si  0.0421  2.7407  1.3886  0.026  0.0033  -0.0526
Si  29.7964  5.4566  1.2448  -0.0188  -0.0385  -0.0579
Si  -0.0149  8.1842  1.1875  -0.0147  0.0187  -0.0563
Si  29.8538  10.8882  1.3211  -0.0028  -0.0147  -0.0336
Si  0.1276  13.6572  1.6016  0.0215  0.0271  -0.0128
Si  1.3547  1.3041  2.7105  0.0209  0.0074  0.022
Si  4.0147  4.1635  2.7919  -0.0084  0.013  0.0421
Si  1.365  6.8322  2.5653  -0.0177  0.0086  0.0016
Si  4.1696  9.4864  2.684  0.0205  0.015  0.014
Si  1.4633  12.2061  2.8408  0  -0.0442  0.039
Si  4.1495  14.9505  2.7098  -0.0122  0.0001  0.0185
Si  6.818  1.3675  2.8217  0.0087  0.0027  0.0036
Si  9.5142  4.1258  2.8472  -0.0165  0.0255  0.0074
Si  6.9257  6.7579  2.7084  -0.003  -0.0313  0.0437
Si  9.6455  9.504  2.7176  0.0003  0.0051  0.0013
Si  6.914  12.1364  2.7072  0.0139  -0.0175  0.0048
Si  9.6517  14.996  2.8471  -0.0443  -0.0272  0.0256
Si  12.3506  1.2289  2.8102  0.0255  -0.0222  0.0197
Si  14.9558  4.0108  2.7317  0.0043  0.0113  0.0295
Si  12.2974  6.7472  2.7894  -0.0091  -0.0088  0.0191
Si  14.9563  9.4952  2.911  -0.0127  0.0217  0.0461
Si  12.2346  12.1564  2.8941  0.0067  -0.0026  0.016
Si  15.0341  14.9604  2.9277  0.0023  -0.013  0.0194
Si  17.6616  1.2329  2.8713  0.0318  -0.0015  0.0223
Si  20.3088  4.0622  2.6945  -0.012  -0.0086  0.0038
Si  17.657  6.8056  2.6785  -0.0053  -0.0001  0.0075
Si  20.225  9.526  2.7256  -0.0071  0.0265  0.0164
Si  17.7477  12.273  2.9141  0.0031  -0.0093  0.0324
Si  20.3873  14.9682  2.7733  -0.0078  -0.0093  0.0038
Si  23.0513  1.3959  2.5671  0.008  0.0087  0.0003
Si  25.6908  4.0925  2.6601  -0.0082  -0.0023  0.0283
Si  23.005  6.8858  2.7241  -0.0098  0.0116  0.0147
Si  25.8015  9.5743  2.5995  -0.0158  -0.0307  0.0073
Si  23.0956  12.2079  2.811  0.0195  -0.0005  0.0418
Si  25.8128  14.9923  2.5994  -0.015  -0.0159  0.0228
Si  28.5436  1.4248  2.5654  0.0066  -0.0096  -0.0005
Si  31.2388  4.14  2.6137  -0.0237  0.0105  0.0116
Si  28.4656  6.8644  2.5997  0.0072  0.0249  0.0343
Si  31.2558  9.5013  2.6444  0.0055  -0.0055  0.0247
Si  28.4637  12.3042  2.5664  0.0121  0.0211  -0.0043
Si  31.228  15.0977  2.6145  -0.0179  0.0451  0.0072
Si  -0.0483  16.3476  4.0691  0.0143  -0.0228  0.0112
Si  2.6798  2.7205  4.0756  -0.0214  0.0104  -0.0049
Si  -0.0156  5.4917  3.9647  0.0174  -0.0061  0.0062
Si  2.7372  8.143  3.9949  0.0008  -0.0135  0.0024
Si  -0.0151  10.847  4.0495  0.0005  -0.0158  0.0071
Si  2.8064  13.6106  4.1226  0.0007  0.0181  0.0051
Si  5.453  16.3061  4.1234  -0.0176  -0.0135  0.0141
Si  8.1664  2.7354  4.168  0.0012  -0.018  0.0083
Si  5.482  5.4625  4.0887  0.0105  -0.0085  -0.009
Si  8.2387  8.1523  4.0724  0.0103  0.0077  0.0025
Si  5.5026  10.8473  4.0792  0.0045  0.0146  -0.0009
Si  8.2299  13.5549  4.0856  0.0206  0.0153  -0.0287
Si  10.9604  16.3147  4.2295  0.0091  -0.0006  0.046
Si  13.6312  2.6779  4.1471  0.0045  -0.0209  -0.0144
Si  10.9089  5.4481  4.1744  0.0199  0.0092  0.002
Si  13.6117  8.098  4.2028  -0.0143  0.0122  -0.0094
Si  10.8844  10.8214  4.2139  -0.01  -0.0194  0.0238
Si  13.6316  13.5518  4.1911  0.0005  0.0239  -0.0292
Si  16.3491  16.2806  4.3002  0.009  0.0076  0.0187
Si  19.0219  2.6972  4.116  0.0028  -0.0103  -0.0108
Si  16.3171  5.4148  4.061  -0.0053  0.006  -0.0023
Si  18.9726  8.1324  4.1179  -0.0184  0.0173  0.0045
Si  16.3339  10.891  4.204  -0.0073  0.0024  -0.03
Si  19.0904  13.6351  4.2172  -0.0163  0.0131  -0.0069
Si  21.7724  16.3602  4.0401  0.0147  0.0193  0.0056
Si  24.3802  2.7196  4.0166  -0.0074  -0.006  0.0052
Si  21.6922  5.4401  4.0506  -0.0075  -0.0054  -0.0338
Si  24.4503  8.2153  4.015  -0.0048  0.0126  0.002
Si  21.6911  10.833  4.0884  -0.0097  0.0096  -0.0162
Si  24.4855  13.6388  4.0474  0.0017  0.0223  -0.0155
Si  27.1968  16.3493  3.9518  -0.0034  0.0107  -0.0148
Si  29.8976  2.7576  3.977  0.0004  -0.0292  0.0018
Si  27.1266  5.4636  3.9655  0.0201  0.0026  -0.0119
Si  29.875  8.1624  3.9977  -0.0078  0.0092  -0.0035
Si  27.1532  10.9339  3.9772  0.0004  -0.0031  0.0024
Si  29.8756  13.651  3.9308  0.0088  -0.0102  -0.0086
Si  1.3402  14.9527  21.728  -0.02  0.0068  -0.0152
Si  4.0642  1.3714  21.6657  0.0066  0.0001  -0.0176
Si  1.3738  4.1403  21.6893  0.0206  0.0098  -0.0141
Si  4.0643  6.8419  21.8025  0.0101  -0.019  -0.0029
Si  1.3366  9.5052  21.7539  -0.0114  0.0002  -0.0064
Si  4.0921  12.2127  21.7613  -0.0031  0.0028  -0.0013
Si  6.8303  14.9371  21.7239  0.0061  0.0106  -0.0227
Si  9.5425  1.391  21.7784  0.0043  0.0127  -0.0058
Si  6.8015  4.1424  21.7231  -0.0112  -0.0017  -0.0241
Si  9.5548  6.8659  21.8018  0.0059  0.0177  -0.0034
Si  6.8032  9.5565  21.854  -0.0052  0.0041  0.0067
Si  9.5124  12.2314  21.7816  -0.0245  -0.0002  -0.0071
Si  12.2719  14.9668  21.7617  0.0177  0.007  -0.0129
Si  14.972  1.3688  21.7719  0.0121  0.0018  -0.0153
Si  12.2483  4.1143  21.844  0.0129  0.0063  0.0004
Si  14.9176  6.7746  21.8466  -0.0083  -0.0207  -0.0022
Si  12.2265  9.4979  21.8388  -0.0034  -0.0154  -0.0015
Si  14.9773  12.232  21.8047  -0.0068  0.0099  -0.0119
Si  17.6895  14.9424  21.7779  -0.0116  0.0101  -0.0085
Si  20.4284  17.6336  21.7402  0.0038  -0.0111  0.0027
Si  17.6477  4.0586  21.7542  -0.0097  -0.0037  -0.0057
Si  20.391  6.7801  21.753  0.0135  -0.0185  -0.0138
Si  17.6691  9.4837  21.8253  0.006  -0.0069  0.0058
Si  20.3943  12.2178  21.7888  -0.008  -0.0012  -0.0004
Si  23.1618  14.9266  21.8008  -0.0076  -0.0078  0.0021
Si  25.8612  1.3287  21.7438  -0.0198  -0.0013  0.0028
Si  23.1233  4.0374  21.6833  -0.0179  0.0072  -0.0145
Si  25.8235  6.7939  21.6441  -0.002  -0.0052  -0.0168
Si  23.0984  9.5015  21.7388  0.0092  -0.0187  0.0013
Si  25.8254  12.2551  21.8037  -0.0062  0.0019  0.0092
Si  28.5435  14.9391  21.711  0.0054  -0.0132  0.0037
Si  31.2812  1.3707  21.6736  0.0001  0.0176  -0.0111
Si  28.6133  4.0845  21.6836  -0.0036  -0.0069  -0.0132
Si  31.273  6.8471  21.7237  0.007  0.0022  -0.0165
Si  28.5665  9.578  21.7199  0.0246  0.0061  -0.0021
Si  31.2407  12.2361  21.7523  0.0033  -0.0025  0.0051
Si  2.7448  16.3099  23.0322  -0.0047  0.0194  0.0236
Si  5.393  2.7718  22.9857  0.0113  0.018  -0.0056
Si  2.6439  5.514  23.1416  -0.0382  -0.0032  0.0215
Si  5.4194  8.19  23.2034  0.0034  0.0035  0.0078
Si  2.6995  10.8538  23.097  0.0088  -0.0076  -0.0014
Si  5.504  13.5578  23.0877  0.026  -0.0263  -0.0147
Si  8.2036  16.2845  23.0733  -0.0188  -0.0205  0.0069
Si  10.8604  2.7756  23.182  -0.006  0.006  0.0126
Si  8.1591  5.5154  23.0863  -0.0232  -0.0087  -0.0314
Si  10.8825  8.1714  23.279  0.0081  -0.0014  0.0262
Si  8.1737  10.9332  23.2339  -0.0138  0.0093  0.0058
Si  10.9122  13.5881  23.0832  0.0005  -0.0017  -0.0232
Si  13.6443  16.3126  23.1223  -0.0193  -0.02  0.011
Si  16.2658  2.7609  23.1586  -0.0041  -0.0036  0.015
Si  13.5589  5.4644  23.2966  -0.0065  0.018  0.0143
Si  16.3157  8.0905  23.1899  0.0157  0.0093  0.0318
Si  13.6147  10.8627  23.1518  0.0074  -0.008  -0.0105
Si  16.3472  13.5887  23.1659  0.0074  -0.0003  0.0004
Si  19.0322  16.3304  23.1148  0.0249  -0.0041  -0.0005
Si  21.8568  2.6202  23.0691  0.0152  -0.0098  -0.0119
Si  19.0553  5.3678  23.0798  -0.0097  0.0287  0.0019
Si  21.7299  8.1579  23.1118  -0.0202  -0.0061  -0.0004
Si  19.0326  10.8617  23.1707  0.0115  0.0068  -0.0127
Si  21.7665  13.5705  23.142  0.0002  0.0164  0.009
Si  24.5601  16.2682  23.1711  0.0299  -0.0032  -0.0062
Si  27.2734  2.7082  23.0189  0.0005  -0.0003  -0.0077
Si  24.465  5.4331  22.9831  0.0157  0.0005  0.0206
Si  27.1667  8.1811  22.9578  -0.0306  -0.0042  -0.0362
Si  24.4434  10.8427  23.1163  0.0048  0.0057  -0.0009
Si  27.1963  13.6482  23.1567  -0.0123  0.0178  0.0091
Si  29.9282  16.3054  23.0086  0.0118  -0.0044  -0.0142
Si  0.0245  2.7468  22.9777  -0.0189  -0.0052  0.0016
Si  29.9184  5.4853  23.06  0.0139  0.0108  0.0257
Si  -0.0315  8.1723  23.1474  -0.0153  -0.0137  -0.0043
Si  29.899  10.8975  23.1696  -0.0078  0.0082  0.0152
Si  -0.0753  13.6362  23.0907  0.0128  0.0139  -0.0069
Si  1.3421  17.674  24.3194  0.0146  -0.025  -0.0414
Si  4.0269  4.0912  24.3764  0.0075  -0.0102  -0.0349
Si  1.292  6.8691  24.6022  0.0479  -0.0214  0.0064
Si  4.0135  9.5405  24.5598  -0.0282  -0.0097  -0.0315
Si  1.2807  12.2239  24.3602  0.0053  -0.0322  -0.0197
Si  4.1423  14.936  24.3545  -0.0236  0.0257  -0.0091
Si  6.767  17.7036  24.251  0.0239  0.0041  -0.0572
Si  9.4652  4.2085  24.5043  0.0112  0.0081  0.0003
Si  6.8681  6.8462  24.5163  0.0123  0.0093  -0.0114
Si  9.5745  9.6272  24.6227  0.0239  -0.0006  -0.0301
Si  6.8216  12.3115  24.6172  0.0129  0.0109  0.0094
Si  9.5826  14.9166  24.4584  -0.0039  0.008  0.0205
Si  12.2732  17.6835  24.4403  -0.0063  -0.0068  -0.0402
Si  14.9213  4.0658  24.6395  0.0216  -0.0052  -0.0002
Si  12.1616  6.7794  24.7424  -0.0092  -0.0175  -0.0082
Si  14.9232  9.4664  24.5251  0.0095  -0.0221  -0.021
Si  12.2833  12.2836  24.4711  -0.0136  0.0275  -0.0082
Si  15.034  14.9973  24.5188  0.0119  0.0032  -0.0261
Si  17.6748  17.7365  24.4507  -0.0032  0.0078  -0.0339
Si  20.4466  3.9494  24.3418  -0.0016  -0.0181  -0.0223
Si  17.6937  6.6504  24.4954  -0.0219  -0.0182  -0.0318
Si  20.3647  9.4812  24.5313  0.0214  -0.0193  -0.0133
Si  17.6782  12.2121  24.5525  -0.0141  0.0177  -0.0054
Si  20.4008  14.9752  24.4606  0.0104  -0.0087  -0.0215
Si  23.2302  17.6386  24.5138  -0.0269  0.0189  -0.0064
Si  25.8858  4.1001  24.2659  0.0087  0.0137  -0.0404
Si  23.1023  6.7432  24.3761  -0.0002  0.013  -0.0278
Si  25.8352  9.4369  24.3964  0.005  -0.0079  -0.0214
Si  23.0879  12.1688  24.5139  -0.0245  0.0021  -0.0171
Si  25.952  15.0176  24.6472  0.0315  0.0207  -0.0011
Si  28.6359  17.6619  24.3792  -0.0174  -0.0086  -0.0047
Si  31.4024  4.1706  24.3343  0.0054  0.0288  -0.0518
Si  28.4556  6.852  24.3386  -0.0087  -0.0018  -0.027
Si  31.2192  9.4757  24.5322  0.0013  0.0013  -0.0211
Si  28.5246  12.2882  24.5169  0.0151  -0.0055  -0.0204
Si  31.2007  15.0092  24.4751  -0.0396  0.0191  -0.0094
Si  0.0025  16.3907  25.7452  0.0075  0.0016  0.0626
Si  2.6815  2.6663  25.6861  0.0315  -0.0063  0.0564
Si  -0.0251  5.4351  25.9496  0.0021  0.003  0.0763
Si  2.6205  8.2319  26.0286  -0.004  0.0245  0.0738
Si  -0.0721  10.9164  25.8096  -0.0023  -0.01  0.0175
Si  2.7193  13.5862  25.6104  0.0077  -0.0213  0.0498
Si  5.5214  16.3198  25.6344  0.0118  -0.0337  0.0691
Si  8.0628  2.7365  25.6371  0.0003  -0.0131  0.0162
Si  5.4321  5.4076  25.7138  0.0081  0.0016  0.0479
Si  8.1605  8.3043  25.9437  -0.043  -0.001  0.0035
Si  5.3677  10.9477  25.9068  0.0172  0.0333  0.0125
Si  8.288  13.659  25.9681  0.0007  -0.0598  0.0463
Si  10.9555  16.2918  25.7757  0.0229  -0.0238  0.0307
Si  13.4678  2.7107  25.941  -0.018  0.0265  0.0587
Si  10.67  5.4676  26.1377  -0.0126  0.0805  0.0438
Si  13.6181  8.1486  26.0265  -0.0181  0.0096  0.0336
Si  11.0302  10.9797  25.9565  -0.0117  -0.0381  0.0621
Si  13.6485  13.6222  25.8284  0.0042  -0.0113  0.0424
Si  16.3465  16.4498  25.864  -0.0022  -0.0027  0.0523
Si  19.1368  2.6605  25.7916  0.0034  -0.0225  0.078
Si  16.4319  5.2862  25.9965  0.0356  0.0095  0.0432
Si  19.0232  8.0427  25.8317  0.0052  0.0054  0.065
Si  16.2945  10.8178  25.8781  0.0106  0.0039  0.0544
Si  19.0272  13.6401  25.8582  0.0159  0.0076  0.0472
Si  21.805  16.3016  25.8411  -0.0348  -0.0227  0.0409
Si  24.7405  2.704  25.7073  0.0365  -0.0508  0.0522
Si  21.8016  5.2692  25.6557  0.0092  0.0151  0.0456
Si  24.4795  8.0502  25.7458  0.0137  -0.008  0.0242
Si  21.6868  10.8136  25.9519  -0.0039  0.0176  0.0514
Si  24.5359  13.5194  25.8337  0.019  -0.0075  0.034
Si  27.4021  16.4845  26.0098  -0.0374  -0.0457  0.0559
Si  30.0487  2.7645  25.5536  0.004  -0.019  0.0397
Si  27.0933  5.5056  25.6792  -0.0331  0.0218  0.0232
Si  29.7625  8.09  25.8071  0.0354  0.0319  0.0736
Si  27.1484  10.836  25.7498  -0.0114  -0.0043  0.0614
Si  29.7966  13.719  25.9171  -0.0352  0.0347  0.0323
Si  1.181  14.7168  26.8855  0.1739  0.3915  -0.7271
Si  4.1721  17.6811  26.9382  -0.2101  -0.1797  -0.6516
Si  1.29  3.8342  27.1546  0.0882  0.2575  -0.6635
Si  4.3404  6.9683  27.0571  -0.3352  -0.1038  -0.7235
Si  1.4728  9.9693  27.2834  -0.0023  -0.2895  -0.6916
Si  3.7441  12.1435  27.1126  0.1837  -0.0211  -0.6452
Si  7.2326  15.4918  27.0214  0.0733  -0.1337  -0.6545
Si  9.4844  17.7114  26.8746  0.0378  0.0195  -0.3376
Si  6.3535  3.6312  26.9558  0.2292  0.2949  -0.7854
Si  9.267  6.9704  27.5073  0.3772  -0.0486  -0.7148
Si  6.4546  9.3305  27.2022  0.2854  0.3423  -0.6535
Si  9.6647  12.2703  27.3719  0.0637  0.2076  -0.8148
Si  12.5809  15.2456  27.1448  -0.2964  -0.1954  -0.7652
Si  14.7476  17.5453  27.2403  0.226  0.2909  -0.678
Si  11.6964  3.6387  27.2618  0.005  0.0993  -0.6388
Si  15.2384  6.8818  27.2099  -0.1249  -0.0248  -0.6546
Si  12.5835  9.8525  27.3485  -0.1681  -0.2943  -0.756
Si  14.7777  12.0711  27.175  0.1941  0.0699  -0.7513
Si  17.9294  15.298  27.1354  -0.1226  -0.1673  -0.7869
Si  20.2259  17.4319  27.1789  0.2294  0.1348  -0.7728
Si  18.1602  4.1559  27.296  -0.3839  -0.1666  -0.6812
Si  20.2866  6.4169  26.9743  0.0347  0.2014  -0.745
Si  17.3788  9.1424  27.1232  0.0794  0.0052  -0.7522
Si  20.5756  12.5051  27.2076  -0.2176  -0.2376  -0.7391
Si  22.9102  14.631  27.0366  0.1273  0.1723  -0.6853
Si  26.4502  1.9522  27.2221  -0.1475  -0.1756  -0.7078
Si  23.41  4.1055  26.9134  -0.1614  0.0005  -0.6858
Si  25.4587  6.4326  27.161  0.2575  0.2024  -0.7628
Si  23.3401  9.5651  27.0834  -0.3186  -0.1331  -0.6826
Si  25.533  11.8251  27.1234  0.2483  0.3034  -0.7904
Si  28.6142  15.1031  27.5192  0.1922  0.1041  -0.7719
Si  -1.0419  1.7702  26.9832  -0.0684  -0.2088  -0.7858
Si  28.6038  4.1208  26.7221  -0.0096  0.0036  -0.5687
Si  30.6986  6.3379  27.0683  0.1978  -0.0241  -0.7632
Si  28.4647  9.5392  27.1615  0.0048  -0.1259  -0.7625
Si  31.4594  12.5788  27.0443  -0.3505  -0.3693  -0.6486
Si  26.6444  9.8118  33.7343  0.1113  -0.0112  0.053
Si  6.1175  8.1678  33.8822  -0.0339  0.1247  0.0649
Si  26.3597  4.1014  34.6101  0.0457  -0.0588  0.0302
Si  8.9318  16.4243  30.681  0.1205  0.0524  0.0154
Si  5.7423  13.615  28.9283  -0.0629  0.0006  -0.2011
Si  29.7607  11.569  29.204  -0.0983  0.063  -0.1468
Si  0.9705  15.3425  29.76  -0.0279  0.0507  -0.0155
Si  2.6574  3.8617  30.0218  -0.0837  0.0749  -0.2574
Si  7.4759  5.1267  29.2498  0.0115  0.0745  0.1759
Si  17.6207  7.7034  31.3057  0.0194  0.0338  -0.0449
Si  11.3513  8.0761  29.4995  -0.0633  0.0979  0.0505
Si  9.1406  3.0646  30.6931  0.0136  -0.0165  -0.0429
Si  12.1375  7.1754  35.3154  -0.1018  0.0101  0.0926
Si  1.5666  13.8821  32.3617  -0.0001  0.0614  -0.003
Si  13.2089  5.5697  29.1768  0.0418  -0.1609  -0.1394
Si  17.1767  15.6387  36.6897  0.0304  0.038  0.131
Si  15.2352  15.278  31.7078  0.0466  0.082  -0.0228
Si  12.3597  13.9916  32.3089  -0.0119  -0.0191  -0.0998
Si  14.7413  7.6252  36.9148  -0.0275  -0.0124  0.1002
Si  15.2976  1.8581  30.3214  0.0712  -0.0771  -0.168
Si  7.3933  10.6855  34.7955  0.0242  -0.044  0.0762
Si  16.4859  13.6097  29.3409  0.0055  0.1126  -0.1959
Si  16.2653  5.8126  32.7087  -0.0665  0.1429  -0.0351
Si  9.5595  7.6807  36.7183  -0.0703  0.1854  0.0702
Si  -1.2521  11.0898  31.6781  0.0035  -0.0456  -0.0716
Si  25.7957  16.6819  32.6693  0.0752  0.0603  -0.0564
Si  27.9159  5.381  36.6149  0.1204  -0.0351  0.0476
Si  27.0805  13.2013  29.3178  0.0234  0.0295  -0.0402
Si  15.2977  8.6085  32.5376  -0.0446  -0.1296  0.0653
Si  15.1868  10.8305  34.6879  -0.0239  0.0525  -0.0704
Si  25.1335  14.0811  31.6413  -0.0479  -0.1282  -0.1634
Si  0.4789  9.2048  30.1695  -0.0037  0.1251  -0.121
Si  28.8357  7.0852  31.5783  -0.0784  0.0205  -0.0356
Si  22.9055  6.8323  31.6319  0.0052  -0.0488  -0.0665
Si  21.1918  13.8908  31.3323  0.0986  0.0602  0.0503
Si  24.0082  2.4758  33.9534  0.0675  -0.0561  -0.1523
Si  1.0133  5.21  33.9766  -0.0134  0.058  -0.042
Si  30.83  2.1626  31.8597  -0.0056  -0.0712  -0.1432
Si  4.0706  15.7825  32.3948  -0.0616  0.0685  -0.1106
Si  7.6226  11.121  29.1217  -0.026  -0.0639  0.0531
Si  24.7061  9.3226  31.4412  0.0474  -0.07  -0.0837
Si  13.8661  4.1528  31.7571  0.0912  -0.0434  -0.0933
Si  30.7207  16.4916  29.4267  -0.0467  -0.0207  -0.0565
Si  31.0124  18.1804  36.7681  -0.022  -0.076  0.0899
Si  4.6723  6.095  29.9897  0.1181  -0.0311  -0.1863
Si  17.6255  15.4488  33.7005  -0.0307  0.0112  0.1212
Si  12.2139  8.5266  32.4797  -0.0038  -0.0438  0.0134
Si  0.161  2.2343  34.2704  -0.0524  0.1073  0.0425
Si  3.1983  17.1987  29.851  -0.1005  -0.0412  -0.1792
Si  9.8788  12.0378  35.9312  0.0426  0.0257  0.1269
Si  7.7999  6.0803  34.6841  0.0965  -0.0949  0.0002
Si  19.3603  8.2312  33.9304  -0.0532  0.0233  0.0379
Si  12.2804  11.2742  33.9691  0.0238  0.0401  -0.038
Si  20.1661  2.5458  36.9567  -0.0491  -0.0063  0.0657
Si  18.7168  4.2565  32.8691  0.0051  0.0736  -0.0244
Si  17.2285  9.0227  36.1709  0.1581  -0.0515  0.0581
Si  19.1118  12.2115  30.0526  0.1675  0.138  -0.0348
Si  6.149  4.8112  36.9245  0.0892  -0.1621  0.1547
Si  8.6169  3.2217  33.5234  0.0129  0.0273  0.0694
Si  22.9935  15.6502  29.8723  -0.0718  -0.0022  -0.0568
Si  21.6956  8.1101  29.111  0.0842  0.0018  -0.0627
Si  22.6183  10.7411  36.7231  0.0546  -0.0339  0.1076
Si  25.9029  2.0991  30.2408  0.0982  -0.0006  -0.0574
Si  21.2479  17.7316  34.4513  -0.0676  -0.0087  -0.0328
Si  26.7084  8.0742  29.4225  -0.0179  -0.0242  -0.0488
Si  21.6041  14.6328  34.4668  -0.0261  -0.0615  -0.1003
Si  27.8224  2.3553  32.4203  -0.0089  -0.0757  -0.0988
Si  27.3445  6.7113  34.1404  0.042  0.1101  0.0565
Si  22.1694  2.2564  29.233  -0.1137  -0.0493  -0.1452
Si  4.6775  10.5196  32.4528  -0.0457  0.0108  0.0734
Si  29.3458  9.6526  33.1985  0.014  0.1297  0.0281
Si  2.373  11.6747  34.1866  0.0778  0.0002  -0.0658
Si  -0.3575  7.127  36.1058  0.0953  -0.1186  0.0314
Si  28.647  16.2644  36.8206  -0.0376  0.0043  0.1033
Si  31.3361  6.7943  29.9874  -0.0956  -0.0335  -0.0575
Si  30.225  9.058  35.9176  -0.0291  0.065  0.1644
Si  3.157  14.1197  35.9876  -0.0292  0.0329  0.1625
Si  -0.9407  13.4372  33.4754  -0.1251  0.0626  0.1381
Si  2.7589  17.0158  34.7586  0.1042  -0.0075  0.094
Si  10.812  16.4397  33.2211  0.0538  -0.0296  -0.0843
Si  3.2421  7.2721  34.0982  -0.0356  -0.0576  -0.0384
Si  29.2663  13.7703  35.1534  0.109  0.0407  0.1138
Si  5.7165  12.7751  36.186  -0.0358  -0.0964  0.0498
Si  3.2098  8.4858  31.2759  0.0434  -0.0854  -0.0492
Si  18.1514  3.0493  30.3241  0.0357  0.0559  -0.2508
Si  11.863  4.5485  36.9559  0.0145  -0.0165  -0.0231
Si  8.6371  17.1403  35.1234  0.0041  -0.0391  -0.025
Si  9.9085  2.2778  37.3225  0.1378  0.0513  0.019
Si  4.1626  2.5418  36.8656  0.0664  0.0688  0.222
Si  8.3053  14.449  36.2486  0.0737  0.0979  -0.0368
Si  24.0902  13.3987  35.9491  -0.1661  0.0884  0.1727
Si  11.3944  2.835  32.588  -0.0942  -0.0276  -0.0445
Si  6.5691  14.6268  31.579  0.1248  -0.0334  -0.0399
Si  10.9177  14.2628  29.5348  -0.0277  -0.0226  -0.0141
Si  19.1015  9.4904  29.5522  -0.0395  -0.0683  0.0528
Si  7.3012  11.8331  32.0246  -0.0384  -0.0135  0.0179
Si  26.7079  12.234  35.5789  0.1156  -0.0705  0.1605
Si  22.2713  4.8646  36.8129  0.119  0.0526  0.0341
Si  19.2055  17.8022  32.4029  -0.0301  0.0392  -0.0665
Si  21.1115  10.6686  34.0335  0.0558  0.0804  0.0399
Si  16.5677  12.796  36.1681  -0.0334  0.0033  0.0631
Si  19.1891  13.0319  34.77  -0.0227  0.0129  0.0353
Si  23.171  11.7649  31.8651  0.0211  0.0375  0.0172
Si  23.554  3.8604  31.12  0.0102  -0.0708  -0.0286
Si  21.1391  5.8417  34.085  -0.026  -0.0225  0.107
Si  -0.0009  4.5474  31.2317  -0.0215  -0.0019  0.0503
Si  1.8599  9.2415  36.0251  0.0754  0.1177  -0.0172
Si  -1.1687  11.9762  36.0695  -0.0937  0.1331  0.0732
Si  1.348  14.9647  5.4006  -0.0078  -0.0012  -0.008
Si  4.0679  1.3702  5.4358  -0.0045  0.0058  0.0003
Si  1.3052  4.1049  5.3811  0.0018  0.0084  0.0081
Si  4.0891  6.8166  5.4111  0.001  0.0034  0.0127
Si  1.3713  9.4964  5.3855  0.0015  0.0053  0.0041
Si  4.1516  12.2272  5.45  0.0016  0.007  0.0135
Si  6.8398  14.927  5.4391  0.0158  -0.007  -0.0007
Si  9.5536  1.3763  5.5088  0.0009  -0.0056  0.003
Si  6.7869  4.0875  5.4892  -0.0025  0.0184  -0.0073
Si  9.5514  6.818  5.501  -0.0038  0.0081  0.0084
Si  6.842  9.4851  5.4431  0.0017  0.0036  0.0059
Si  9.524  12.2114  5.5178  -0.0107  0.0069  0.0095
Si  12.2764  14.9137  5.5544  0.0016  -0.01  0.0036
Si  14.98  1.3693  5.5606  -0.0186  -0.0163  -0.0021
Si  12.2523  4.038  5.4962  0.0087  0.0119  -0.0038
Si  14.9808  6.73  5.5041  0.0048  -0.003  0.0072
Si  12.26  9.4752  5.5449  0.0201  0.0083  0.0127
Si  14.984  12.2307  5.5646  0.0174  0  0.0266
Si  17.7191  14.9333  5.5993  -0.0053  -0.0019  0.0312
Si  20.4173  1.364  5.4513  -0.0115  -0.0136  0.0078
Si  17.6757  4.0795  5.4596  -0.0031  -0.0005  -0.0156
Si  20.3742  6.794  5.4489  0.0051  -0.001  0.008
Si  17.6622  9.4865  5.5192  0.0023  -0.0056  0.0122
Si  20.4261  12.2231  5.5044  0.0142  -0.0099  0.0086
Si  23.1253  14.9912  5.4081  -0.007  -0.0124  0.0052
Si  25.8138  1.3718  5.3353  -0.0047  -0.0045  -0.0007
Si  23.0688  4.0885  5.4082  -0.0119  -0.0124  0.0009
Si  25.8015  6.8223  5.361  -0.0128  -0.0029  0.0039
Si  23.0984  9.5205  5.4292  -0.0062  -0.0079  0.0132
Si  25.83  12.2666  5.3975  -0.0092  -0.0081  0.0042
Si  28.5379  14.9879  5.3448  0.0078  0.0024  -0.0079
Si  31.2457  1.4143  5.392  -0.0084  0.0131  0.008
Si  28.5204  4.1133  5.3314  -0.0024  0.016  0.0011
Si  31.2579  6.818  5.3581  -0.0049  -0.001  0.0072
Si  28.5288  9.5594  5.337  0.0007  0.004  0.0078
Si  31.2435  12.2716  5.3268  0.0035  0.0049  0.0011
Si  2.6959  16.3292  6.7774  0.0021  0.0019  0.0024
Si  5.4246  2.7139  6.8178  0.0014  -0.0037  0.0064
Si  2.7079  5.4406  6.746  0.0013  -0.0157  -0.0107
Si  5.4428  8.1594  6.7967  0.0077  -0.0085  -0.005
Si  2.7298  10.8689  6.7563  0.0008  0.0006  -0.005
Si  5.4796  13.5911  6.8223  -0.0024  -0.0136  -0.0034
Si  8.1766  16.3015  6.8176  0.0012  0.0088  -0.0038
Si  10.8935  2.718  6.8809  -0.0139  0.0065  0.0037
Si  8.1657  5.4471  6.8296  0.0007  -0.0002  0.0046
Si  10.8899  8.1442  6.8965  -0.0036  0.004  -0.0001
Si  8.1544  10.8549  6.8482  0.0004  0.0031  -0.0083
Si  10.8877  13.568  6.8799  0.0079  -0.0114  0.0014
Si  13.6184  16.3066  6.8924  0.0065  0.0031  -0.0048
Si  16.3443  2.7383  6.8733  -0.0132  0.0133  0.0064
Si  13.6116  5.3943  6.863  -0.0004  -0.002  -0.0083
Si  16.3118  8.1218  6.8671  -0.0087  0.0101  -0.0058
Si  13.6137  10.8546  6.8872  -0.0119  0.0022  -0.0025
Si  16.3404  13.578  6.922  0.0018  0.0052  0.0005
Si  19.0865  16.3366  6.8679  0.002  -0.001  -0.0007
Si  21.7553  2.7312  6.8105  0.0011  0.0078  -0.0063
Si  19.031  5.4368  6.8248  0.0006  0.0049  -0.0094
Si  21.7584  8.1466  6.7969  0.0093  -0.0046  -0.0053
Si  19.0468  10.8599  6.8478  -0.011  0.008  -0.0151
Si  21.7945  13.6151  6.8076  0.0013  0.005  -0.0002
Si  24.4917  16.3431  6.7585  -0.0018  0.0001  -0.0072
Si  27.1751  2.7385  6.7054  0.0027  -0.0067  -0.0009
Si  24.4597  5.4528  6.7421  -0.0041  0.001  -0.0028
Si  27.1791  8.1851  6.7144  0.0054  -0.0003  -0.0089
Si  24.4674  10.9016  6.7641  -0.012  0.0156  -0.0042
Si  27.2031  13.6233  6.7414  0.0038  -0.0016  -0.0037
Si  29.8956  16.3382  6.7275  0.0125  0.0008  0.0038
Si  -0.0354  2.7567  6.7659  -0.0119  0.0046  0.0085
Si  29.8963  5.4504  6.7165  0.0154  -0.0044  0.0014
Si  -0.0072  8.1534  6.7423  0.0053  -0.0075  -0.0045
Si  29.898  10.907  6.7107  -0.0009  0.0008  -0.002
Si  -0.0231  13.5962  6.7314  0.0001  -0.0054  0.0102
Si  1.3363  1.383  8.1218  0.002  0.0065  -0.0051
Si  4.0559  4.088  8.1438  -0.0104  -0.0004  0.0005
Si  1.3501  6.7992  8.1158  -0.0034  0.0021  -0.0038
Si  4.0791  9.5243  8.1463  0.0069  0.0083  -0.0072
Si  1.3499  12.2389  8.0982  -0.0075  -0.0003  -0.0056
Si  4.0749  14.9642  8.1342  0.0023  0.0063  -0.0138
Si  6.7991  1.3483  8.1637  0.0025  -0.0016  -0.0067
Si  9.5171  4.0869  8.2033  0.016  0.0037  0.002
Si  6.7928  6.802  8.175  -0.0015  0.0006  -0.005
Si  9.5195  9.5149  8.2215  0.0009  -0.0004  -0.0052
Si  6.8069  12.2291  8.1999  0.006  0.003  0.0058
Si  9.5237  14.9516  8.2051  -0.0027  -0.004  -0.0064
Si  12.2461  1.3466  8.2322  0.0006  -0.0026  -0.0038
Si  14.9723  4.0664  8.2373  -0.0016  -0.0025  0.0022
Si  12.2546  6.768  8.2206  -0.0048  -0.0004  -0.0031
Si  14.967  9.4888  8.2309  -0.0054  -0.0025  0.001
Si  12.2485  12.2169  8.2354  -0.0005  0.0014  -0.0036
Si  14.9773  14.9553  8.2496  0.0093  -0.0006  -0.0026
Si  17.7055  1.3672  8.214  0.0221  0.003  -0.0048
Si  20.3971  4.0801  8.1785  -0.002  -0.0122  0.002
Si  17.688  6.7826  8.2124  -0.0036  -0.0111  -0.0029
Si  20.4164  9.5028  8.1831  0.0024  0.0042  -0.0051
Si  17.7027  12.2059  8.2366  -0.0193  -0.0061  0.0029
Si  20.4361  14.9543  8.1948  -0.0048  0.0067  -0.0045
Si  23.1348  1.369  8.1436  -0.001  0  -0.0028
Si  25.8313  4.0919  8.0961  -0.004  0.0014  -0.0059
Si  23.1205  6.7908  8.1452  -0.0116  -0.0035  0.0023
Si  25.8318  9.5281  8.1082  -0.0068  -0.0021  -0.0051
Si  23.139  12.2497  8.1613  0.008  0.0041  0.0054
Si  25.8444  14.973  8.1174  -0.006  0.0005  0.001
Si  28.5355  1.3797  8.088  -0.0027  -0.0057  -0.0045
Si  31.2446  4.1073  8.1174  -0.0014  -0.0074  0.0047
Si  28.5454  6.8226  8.0809  0.002  0.0016  -0.0102
Si  31.2675  9.5393  8.0794  0.0116  0.0137  -0.0057
Si  28.5555  12.2549  8.1018  0.0061  0.0058  0.0012
Si  31.2657  14.9739  8.0914  -0.0015  0.0019  -0.0033
Si  -0.0175  16.3278  9.4702  -0.0007  -0.0014  0.0019
Si  2.7005  2.7256  9.4995  0.0001  0.0016  0.0044
Si  -0.0151  5.4498  9.4798  0.001  -0.0136  0.0041
Si  2.7104  8.1568  9.4885  0.0035  -0.0059  -0.0031
Si  -0.0099  10.883  9.4621  0.0051  -0.0064  0.0029
Si  2.7073  13.5977  9.4779  -0.0045  -0.0041  0.0022
Si  5.4299  16.315  9.5162  0.0034  -0.0026  -0.0016
Si  8.1523  2.7104  9.536  0.0039  -0.0019  0.0012
Si  5.4253  5.4359  9.5149  0.0003  -0.004  -0.0023
Si  8.1485  8.1516  9.5537  -0.0039  0.0059  -0.0014
Si  5.4271  10.8746  9.5317  -0.0048  0.0092  0.0041
Si  8.1627  13.5925  9.5576  0.0036  -0.0076  0.0064
Si  10.8773  16.3086  9.5731  0.0009  0.0036  0.003
Si  13.609  2.7054  9.5846  0.0066  -0.0042  0.0023
Si  10.8802  5.427  9.5739  -0.0025  0.0022  -0.001
Si  13.6011  8.1375  9.5811  0.0013  0.0072  0.0009
Si  10.879  10.8683  9.5835  -0.0019  0.0056  0.0009
Si  13.6054  13.5888  9.5848  -0.0048  0.0048  -0.0041
Si  16.3447  16.3244  9.5772  -0.0095  0.0036  -0.0037
Si  19.0562  2.7274  9.5635  -0.0096  0.0064  -0.0008
Si  16.3288  5.4346  9.5808  -0.0082  0.0062  0.0039
Si  19.0534  8.1516  9.5522  -0.0011  0.0005  -0.0033
Si  16.3293  10.8542  9.5816  0.0113  -0.0031  -0.0026
Si  19.0652  13.5958  9.5556  0.0042  -0.0007  -0.0082
Si  21.7908  16.3285  9.5302  0.003  -0.0096  -0.0011
Si  24.4902  2.7371  9.4909  0.0012  -0.0036  0.0018
Si  21.7662  5.4407  9.5227  0.001  0.0008  0.0001
Si  24.4832  8.1656  9.4877  -0.0016  -0.0011  -0.0064
Si  21.7743  10.8826  9.5215  -0.0005  0.0077  -0.0053
Si  24.5005  13.6132  9.503  -0.003  -0.0037  0.0018
Si  27.1994  16.3376  9.4746  -0.0027  0  -0.0031
Si  29.8971  2.7286  9.4672  0.0031  0.0078  0.0023
Si  27.1953  5.4549  9.4561  0.0001  -0.0032  -0.0033
Si  29.9121  8.175  9.4506  -0.0006  -0.0038  -0.0072
Si  27.198  10.8883  9.4667  -0.0001  0.0072  -0.0044
Si  29.9168  13.6118  9.4648  0.0041  -0.0025  0.0025
Si  1.3499  14.9674  10.8348  0.0021  0.0069  -0.003
Si  4.0686  1.3659  10.8639  -0.001  0.0075  -0.0046
Si  1.3426  4.09  10.8522  0  -0.0027  0.0006
Si  4.0685  6.8044  10.8653  0.0015  0.0032  -0.0011
Si  1.3484  9.527  10.8375  -0.0041  0.0061  -0.0007
Si  4.0624  12.249  10.8654  0.0026  -0.0016  0.0012
Si  6.7895  14.9621  10.8921  -0.0027  -0.0016  -0.002
Si  9.5122  1.3594  10.9109  0.0006  -0.002  -0.0019
Si  6.7882  4.0779  10.8822  -0.0022  -0.0039  -0.0049
Si  9.515  6.7972  10.9143  0.0047  0.0021  -0.0034
Si  6.7896  9.5211  10.8988  0.0024  -0.003  -0.0014
Si  9.5205  12.2398  10.9257  0.0049  0.0109  0.0032
Si  12.241  14.9524  10.9325  0.0014  -0.0067  -0.0019
Si  14.9736  1.3509  10.9368  0.003  0.0013  -0.0027
Si  12.2412  4.0685  10.9302  -0.0001  -0.0029  -0.0038
Si  14.966  6.7897  10.9369  0.0031  0.0008  0.001
Si  12.2412  9.5058  10.9309  -0.0076  -0.0056  -0.0007
Si  14.9695  12.2259  10.9303  -0.0016  -0.0041  -0.0027
Si  17.7012  14.9517  10.918  0  0.0014  -0.0039
Si  20.4206  1.3554  10.8981  -0.001  0.0028  -0.0033
Si  17.6904  4.0734  10.9278  0.0046  -0.0074  0
Si  20.4126  6.7907  10.9003  0.0041  -0.0063  -0.0001
Si  17.6947  9.5004  10.9257  -0.0101  -0.001  0.0014
Si  20.4187  12.2301  10.901  -0.0006  -0.0028  0.0007
Si  23.1415  14.9602  10.8788  0.004  0.0033  0.0009
Si  25.8449  1.3709  10.8488  -0.0027  -0.0004  0.0003
Si  23.1293  4.0793  10.8714  -0.0077  -0.002  -0.0018
Si  25.8431  6.8024  10.8425  -0.0022  0.0042  -0.0018
Si  23.1309  9.5152  10.8698  0.002  -0.0001  0.0015
Si  25.8519  12.2401  10.8509  0.0002  0.004  0.0034
Si  28.5603  14.9708  10.8324  0.0003  0.0002  0.0005
Si  31.2654  1.37  10.8316  -0.0077  -0.0021  -0.0017
Si  28.5479  4.0943  10.8307  -0.0033  -0.0063  -0.0014
Si  31.2677  6.8187  10.8304  0.0135  0.0065  -0.0017
Si  28.558  9.5272  10.828  0.0004  0.0018  -0.0038
Si  31.2769  12.2488  10.8276  0.0022  0.0093  -0.0034
Si  2.7095  16.3185  12.2139  0.0021  -0.0057  0.001
Si  5.4302  2.7181  12.2372  0.0014  -0.0029  -0.0001
Si  2.7095  5.4431  12.2196  -0.0022  -0.0047  0.0012
Si  5.4277  8.1556  12.2408  -0.0002  0.0014  0.0008
Si  2.7051  10.882  12.214  -0.0007  -0.0003  0.0013
Si  5.4269  13.5989  12.2394  -0.0019  0.0041  0.0019
Si  8.1505  16.3186  12.2615  0.0008  0.0033  -0.0014
Si  10.8765  2.7098  12.2781  -0.0011  0.0014  0.0001
Si  8.1498  5.4314  12.2543  0.0009  -0.0057  -0.0029
Si  10.8736  8.1528  12.28  -0.0016  0.0039  0.0053
Si  8.1517  10.8766  12.2658  -0.0027  -0.0012  0.0017
Si  10.8801  13.5961  12.2873  -0.002  -0.0027  0.0019
Si  13.6072  16.3104  12.2862  0.0028  0.0009  0.001
Si  16.3297  2.7156  12.2875  -0.0038  0.0057  0.0013
Si  13.5993  5.4314  12.2863  -0.0022  -0.0007  0.0014
Si  16.3267  8.1516  12.2859  0.0009  -0.0034  0.0015
Si  13.6029  10.8708  12.2839  0.0004  0.0017  -0.0013
Si  16.3331  13.5935  12.2754  -0.0001  0.004  -0.0022
Si  19.0585  16.3185  12.2645  0.0036  0.0015  -0.0014
Si  21.7747  2.7225  12.2463  0.0062  -0.0035  0.0005
Si  19.0524  5.438  12.2706  -0.006  0.0086  0.0007
Si  21.772  8.16  12.2447  -0.0058  0.0036  -0.0037
Si  19.0532  10.875  12.2655  -0.0004  0.0015  -0.0032
Si  21.7777  13.6004  12.2427  0.0026  0.0024  -0.0043
Si  24.4958  16.3292  12.224  -0.001  0.0002  0.0017
Si  27.1999  2.7344  12.2067  0.0004  0.0011  -0.0017
Si  24.4868  5.4477  12.2211  -0.0035  -0.0005  -0.0024
Si  27.2033  8.1661  12.1993  -0.0007  -0.0029  -0.0024
Si  24.4905  10.8814  12.2188  -0.0003  0.0029  -0.0033
Si  27.2097  13.606  12.2024  -0.0001  -0.0006  0.0011
Si  29.9167  16.3279  12.1994  0.0046  0.0007  -0.0004
Si  -0.0124  2.7224  12.2047  0.0042  -0.001  -0.001
Si  29.9141  5.4502  12.1922  -0.005  -0.0031  -0.0032
Si  -0.0089  8.1693  12.2004  0.0018  -0.0011  0.0022
Si  29.9186  10.8873  12.191  0.0043  0  0.0011
Si  -0.005  13.6053  12.1972  -0.0002  -0.0066  0.0018
Si  1.3525  1.3641  13.5702  0.0003  0.0014  -0.0013
Si  4.0745  4.0875  13.5876  0.0062  -0.003  -0.0007
Si  1.3532  6.8137  13.5689  0.002  -0.0005  -0.0004
Si  4.0696  9.5291  13.5835  0.0005  0.0023  0.0002
Si  1.351  12.249  13.57  -0.0034  0.0051  0.0007
Si  4.0704  14.9669  13.5912  -0.0008  0.0047  -0.0021
Si  6.7927  1.3676  13.6114  -0.0006  0.0013  -0.0023
Si  9.5146  4.0805  13.622  0.0013  -0.0034  -0.0032
Si  6.793  6.8006  13.6052  0.0031  0.0003  -0.0024
Si  9.5155  9.5211  13.6295  0.0019  0.0017  -0.0002
Si  6.7904  12.246  13.6099  -0.0049  0.0029  -0.002
Si  9.5151  14.965  13.6289  -0.0032  0.0043  -0.0007
Si  12.2422  1.3531  13.6368  0.0025  -0.001  -0.0005
Si  14.9622  4.0739  13.6401  0.0013  -0.0019  0.0001
Si  12.2364  6.7961  13.6374  -0.0027  0.002  -0.0002
Si  14.963  9.5131  13.6399  0.0015  0.0022  0.0022
Si  12.2446  12.2349  13.6401  -0.0026  0.0043  0.0027
Si  14.9714  14.9495  13.6386  -0.0017  -0.0088  0.0011
Si  17.6938  1.3501  13.6316  -0.0005  -0.0031  -0.0024
Si  20.4113  4.0716  13.6175  -0.0022  -0.0046  -0.0026
Si  17.6863  6.7896  13.6331  -0.0018  -0.002  0.0014
Si  20.4091  9.51  13.6148  0.0033  -0.0041  0.003
Si  17.6891  12.2294  13.6284  0.0015  -0.0013  0.003
Si  20.4145  14.9507  13.6115  -0.0025  -0.0038  0.0006
Si  23.1315  1.3554  13.5942  -0.0032  -0.002  -0.0026
Si  25.8419  4.0851  13.5797  -0.0024  0.0003  0
Si  23.1276  6.7957  13.5989  0.0012  0.0006  -0.0008
Si  25.8453  9.5171  13.5745  0.0013  -0.0005  0.0009
Si  23.1309  12.2321  13.5906  -0.001  -0.0024  0.0017
Si  25.851  14.959  13.5716  -0.0016  0.0013  -0.0003
Si  28.5598  1.3691  13.5615  -0.0045  0.0073  -0.0029
Si  31.2733  4.0906  13.5593  0.0036  -0.0002  -0.0009
Si  28.5599  6.8065  13.5622  0.0019  -0.0024  -0.0013
Si  31.276  9.5321  13.5607  0.0058  0.0008  0.0009
Si  28.5646  12.2431  13.5621  0.0014  0.0029  0.0002
Si  31.2784  14.9664  13.5598  -0.0028  0.0044  -0.0003
Si  -0.0026  16.3203  14.9298  -0.001  -0.0056  -0.0015
Si  2.7179  2.7199  14.9364  -0.0021  -0.0002  -0.0015
Si  -0.0046  5.4502  14.9219  0.0025  -0.0026  -0.0006
Si  2.7143  8.1688  14.9392  0.0013  0.0002  -0.002
Si  -0.0048  10.8879  14.9294  0.0009  0.0034  0.0033
Si  2.7115  13.6003  14.9431  0.0032  -0.0036  0.0013
Si  5.4356  16.3204  14.961  -0.0009  -0.0015  0.0017
Si  8.1567  2.7242  14.979  0.004  0.0008  -0.0005
Si  5.4362  5.4415  14.9608  -0.0015  -0.0018  0.0005
Si  8.153  8.1559  14.9749  -0.0073  -0.0058  0.0015
Si  5.4296  10.8807  14.9568  -0.0002  -0.0031  -0.004
Si  8.1553  13.5999  14.9773  -0.0004  -0.0005  0.0006
Si  10.8813  16.3169  14.9943  -0.0026  0.0007  0.0022
Si  13.6011  2.715  14.9953  -0.0013  0.0059  0.004
Si  10.8712  5.4392  14.9886  -0.0025  -0.0096  0.0007
Si  13.5971  8.1564  14.9953  -0.0024  -0.0033  0.003
Si  10.8809  10.8763  14.9925  0.0011  0.0025  0.0047
Si  13.6084  13.593  14.9987  0.0046  -0.0014  0.0032
Si  16.3325  16.3117  14.9932  0.0017  0.0058  0.0039
Si  19.0491  2.7155  14.9842  0.0008  0.0025  0.0038
Si  16.3211  5.4356  14.9932  0.0002  0.0018  0.0004
Si  19.0411  8.1576  14.9804  -0.0047  -0.0029  -0.0045
Si  16.3227  10.8758  14.9923  -0.0018  0.0018  0.002
Si  19.0523  13.5926  14.9758  0.0006  0.0063  -0.0003
Si  21.7713  16.3166  14.9597  0.0051  0.0053  -0.0025
Si  24.4853  2.7212  14.9447  -0.0049  -0.0056  -0.0001
Si  21.7657  5.4379  14.9685  -0.0024  0.0004  0.0012
Si  24.4862  8.1625  14.949  -0.0026  0.0044  -0.003
Si  21.7697  10.8763  14.9601  -0.0023  0.0054  -0.0029
Si  24.4882  13.6006  14.9353  0.0018  0.0007  -0.007
Si  27.2073  16.323  14.9241  0.0005  0.003  -0.0053
Si  29.9189  2.7284  14.9218  -0.0028  -0.003  -0.0044
Si  27.2014  5.4514  14.9323  0.0053  -0.0012  -0.002
Si  29.9187  8.1699  14.9202  -0.0001  -0.0032  -0.0002
Si  27.2029  10.8844  14.9265  -0.0016  -0.0023  -0.0022
Si  29.9234  13.6035  14.9218  0.0068  0.0024  0.0012
Si  1.355  14.963  16.301  -0.0056  0.0048  0.0035
Si  4.0805  1.3697  16.3116  0.0015  0.0032  -0.0015
Si  1.3606  4.0925  16.2803  0.0045  -0.004  -0.0057
Si  4.0801  6.8168  16.3057  0.0057  -0.0008  0.0025
Si  1.3608  9.5351  16.2947  0.0066  -0.0057  -0.0012
Si  4.0705  12.2422  16.3118  -0.0002  0.007  0.0014
Si  6.797  14.9635  16.3309  -0.0014  0.0087  0.0048
Si  9.5228  1.3694  16.3422  -0.0007  0.0032  0.0032
Si  6.8058  4.0974  16.3341  0.0001  -0.0106  0.0004
Si  9.5136  6.8042  16.3463  0.0076  0.0039  0.0018
Si  6.7944  9.5262  16.3204  -0.0039  0.0074  -0.0029
Si  9.5239  12.2473  16.341  -0.0115  0.0028  0.0034
Si  12.2478  14.9575  16.3535  0.0006  0.0022  0.0023
Si  14.9676  1.3543  16.3483  0.002  -0.0093  0.0009
Si  12.2378  4.0835  16.3445  -0.0005  -0.0039  -0.0004
Si  14.9598  6.7984  16.3506  -0.0018  -0.0061  0.0008
Si  12.2386  9.5164  16.3573  -0.0009  0.0039  0.0021
Si  14.9626  12.2287  16.3605  0.0006  0.0057  0.0061
Si  17.6938  14.9447  16.3453  0.0089  -0.0165  0.0029
Si  20.4111  1.3469  16.3296  -0.0031  -0.0059  0.0004
Si  17.6782  4.0704  16.3443  -0.005  0.0027  -0.0021
Si  20.3926  6.7895  16.3303  -0.0095  0.0094  0.0004
Si  17.6775  9.5114  16.3468  -0.0032  0.0008  0.0014
Si  20.4066  12.2252  16.3283  0.008  -0.007  -0.0002
Si  23.1264  14.9462  16.3059  -0.0017  -0.0023  0.0022
Si  25.8439  1.3505  16.2892  0.0017  0.0041  0.0035
Si  23.1241  4.0684  16.317  0.0004  -0.002  0.0051
Si  25.8447  6.8039  16.3068  -0.0002  -0.0093  0.0018
Si  23.1231  9.5151  16.3172  -0.0006  -0.005  0.0026
Si  25.8401  12.2387  16.2907  -0.0043  0.0039  -0.0003
Si  28.5636  14.962  16.2809  -0.0071  0.0025  0.0016
Si  31.2752  1.364  16.2813  0.0038  0.0107  0.0029
Si  28.5638  4.0892  16.2837  -0.0033  0.0007  0.0019
Si  31.2835  6.8174  16.2812  -0.0001  -0.0072  0.0006
Si  28.5586  9.5238  16.2855  0.009  0.0007  0.0006
Si  31.2788  12.2482  16.2899  -0.0021  0.0002  0.002
Si  2.7218  16.3212  17.6607  0.005  0.0018  0.0063
Si  5.4468  2.7294  17.6758  0.0004  0.0033  -0.0056
Si  2.7151  5.4544  17.6479  -0.0062  -0.0136  0.0006
Si  5.4379  8.1719  17.6819  0.0008  -0.0014  -0.0021
Si  2.7182  10.8807  17.6766  -0.0019  0.0022  0
Si  5.4343  13.5931  17.6774  -0.0044  -0.0099  0.0005
Si  8.1689  16.3196  17.6912  -0.0027  0.004  0.0018
Si  10.8786  2.7349  17.7086  0.0047  0.0035  0.0044
Si  8.1559  5.4583  17.718  -0.0022  -0.003  0.0081
Si  10.8749  8.1575  17.7136  -0.0087  -0.0051  0.0008
Si  8.1616  10.8782  17.6827  -0.0052  -0.0065  -0.0027
Si  10.8935  13.5932  17.7123  -0.0015  0.0022  0.0047
Si  13.6067  16.3235  17.7121  0.0056  0.0006  0.0003
Si  16.323  2.7123  17.712  0.0015  0.0031  0.0085
Si  13.5972  5.4406  17.7061  -0.0019  0.001  -0.0003
Si  16.3107  8.16  17.7143  0.0044  0.003  -0.0008
Si  13.601  10.8677  17.7252  -0.0023  -0.0067  0.0018
Si  16.3307  13.589  17.7105  -0.0034  0.0032  0.0031
Si  19.0605  16.3028  17.6976  -0.0009  0.0118  0.0043
Si  21.7638  2.7093  17.6865  -0.0027  -0.0023  0.007
Si  19.0242  5.4388  17.7001  0.0005  -0.0108  0.0014
Si  21.7494  8.1573  17.6736  0.0037  -0.0058  -0.0021
Si  19.0403  10.8728  17.695  0.0015  0.0058  -0.004
Si  21.7713  13.5857  17.6755  -0.0036  0.0014  -0.0042
Si  24.4851  16.3082  17.6538  -0.0028  -0.0038  -0.0019
Si  27.2089  2.7133  17.6322  -0.0064  -0.007  -0.0047
Si  24.4871  5.4318  17.6624  -0.0038  0.006  0.0015
Si  27.1988  8.1777  17.6605  0.0099  0.0049  0.0059
Si  24.4808  10.8879  17.6645  0.0019  0.0068  -0.0039
Si  27.1969  13.6061  17.6382  0.0018  -0.0028  -0.008
Si  29.9247  16.3139  17.6432  -0.0082  -0.0019  0.0036
Si  -0.0006  2.7312  17.6278  0.0005  0.0055  -0.0072
Si  29.9204  5.462  17.6361  0.0085  -0.0032  0.0012
Si  0.0015  8.178  17.6473  0.0045  0.0045  0.0002
Si  29.9133  10.8881  17.6423  -0.0002  0.0002  -0.0011
Si  0.0013  13.5952  17.6622  0.0026  0.0015  0.0037
Si  1.3557  1.3786  18.9915  -0.0176  0.0132  0.0067
Si  4.0894  4.1138  19.0094  0.0084  -0.0034  -0.0006
Si  1.3623  6.8198  19.007  0.0019  -0.0054  0.0046
Si  4.0804  9.5251  19.0466  0.0168  -0.0036  -0.0001
Si  1.3562  12.2356  19.0367  0.0016  -0.0029  0.0036
Si  4.0729  14.9528  19.0306  0.0029  0.0079  0.0083
Si  6.8109  1.3694  19.0385  0.0011  0.0012  -0.0026
Si  9.532  4.1058  19.0776  0.0117  -0.0132  0.0042
Si  6.8004  6.8427  19.0706  -0.017  0.0111  0.0046
Si  9.5119  9.5274  19.0624  -0.007  0.0119  0.0045
Si  6.7992  12.2305  19.036  0.0086  0.0089  0.0011
Si  9.5414  14.9707  19.0578  -0.015  0.0034  0.0016
Si  12.2508  1.3822  19.0639  -0.0013  0.0028  -0.0033
Si  14.9513  4.0772  19.0653  -0.0029  0.005  0.0006
Si  12.2454  6.8041  19.0724  0.0025  -0.0089  -0.0024
Si  14.9554  9.508  19.0971  -0.0074  0.0019  -0.0002
Si  12.2397  12.2228  19.0876  0.0063  0.0034  0.0048
Si  14.9697  14.955  19.0633  0.0031  -0.0001  0.0026
Si  17.6936  1.3391  19.0521  0.0112  -0.0206  0.0043
Si  20.3841  4.0654  19.0381  -0.0136  0.0167  0.0016
Si  17.6581  6.7942  19.0724  -0.0166  0.0072  -0.0007
Si  20.3896  9.5066  19.0506  -0.0036  -0.0042  0.0048
Si  17.6843  12.2204  19.0717  0.0053  -0.0035  0.0063
Si  20.42  14.9301  19.0509  0.0122  -0.0175  0.0022
Si  23.128  1.3305  19.0266  -0.0004  -0.0023  0.0065
Si  25.8559  4.059  19.0009  0.0112  -0.011  0.0021
Si  23.1074  6.7849  19.009  -0.0006  -0.0018  0.0023
Si  25.8398  9.5421  19.026  -0.011  -0.0002  0.0115
Si  23.1209  12.2303  19.0437  -0.0019  -0.0053  0.0003
Si  25.8352  14.9442  19.0134  0.0032  0.002  0.0091
Si  28.5585  1.3515  18.9931  -0.0092  0.0173  0.0026
Si  31.2899  4.1025  18.979  0.0041  -0.0068  -0.005
Si  28.5705  6.8219  19.0073  0.0053  -0.0079  0.0053
Si  31.2838  9.5444  19.001  -0.0053  -0.0053  0.0036
Si  28.5444  12.2453  18.9939  -0.0056  0.0063  0.0032
Si  31.275  14.9527  19.0134  0.0086  -0.0027  0.0088
Si  0.011  16.3228  20.3464  0.0029  0.0008  0.0036
Si  2.7153  2.7555  20.3342  0  0.0057  0.0001
Si  -0.0166  5.4767  20.3522  -0.0097  -0.0153  0.0063
Si  2.7111  8.1645  20.3962  -0.0063  0.0005  0.0073
Si  -0.0156  10.8836  20.3993  0.0092  0.0069  0.0027
Si  2.723  13.5842  20.4011  -0.0029  -0.0076  0.0029
Si  5.4535  16.3081  20.373  0.0072  0.0013  0.0006
Si  8.1635  2.7352  20.4103  -0.0047  0.0058  0.004
Si  5.4131  5.4902  20.3999  0.0101  -0.0058  -0.0044
Si  8.1578  8.2042  20.4574  0.0015  -0.005  -0.0065
Si  5.4583  10.8681  20.4136  -0.0066  -0.0077  0.0087
Si  8.1796  13.5807  20.3793  0.0011  -0.0028  0.0024
Si  10.903  16.3434  20.4199  -0.0003  -0.0091  0.0071
Si  13.5916  2.7435  20.4481  -0.0007  -0.0058  0.013
Si  10.8974  5.4671  20.4548  0.0052  0.0112  0.0067
Si  13.5887  8.1473  20.4639  0.0004  0.0112  0.0035
Si  10.8745  10.8522  20.4487  -0.0068  -0.0031  -0.0034
Si  13.6215  13.5861  20.4236  -0.0077  -0.0045  -0.0036
Si  16.3316  16.3141  20.422  -0.0011  -0.0068  0.001
Si  19.0431  2.6979  20.4144  -0.0015  0.0027  0.0126
Si  16.2836  5.4415  20.4363  0.0027  0.0017  0.0054
Si  19.0247  8.1523  20.4212  0.0041  0.0035  0.0076
Si  16.3309  10.8612  20.4499  -0.0042  -0.0025  0.0002
Si  19.0495  13.5834  20.4193  0.0093  -0.0027  0.0015
Si  21.7965  16.2731  20.4068  -0.0006  0.0122  0.0057
Si  24.5073  2.6844  20.3615  0.0059  0.0003  0.0073
Si  21.7486  5.426  20.3766  0.0036  0.0089  0.0005
Si  24.4529  8.1681  20.342  -0.0007  -0.0067  -0.0054
Si  21.7457  10.8738  20.4001  0.003  0.0088  -0.0038
Si  24.4886  13.5873  20.3998  -0.0086  -0.0051  0.0044
Si  27.1989  16.3062  20.3555  0.0067  0.0048  0.0001
Si  29.9375  2.7256  20.3117  0.0003  -0.0001  -0.0056
Si  27.2193  5.43  20.3388  0.0011  0.0074  0.003
Si  29.923  8.2058  20.363  0.0027  0.0004  0.004
Si  27.1858  10.9263  20.3908  0.0053  0.0045  0.0058
Si  29.9021  13.5809  20.3614  -0.0051  -0.0012  -0.0056
O  1.2368  14.1341  30.798  -0.1561  -0.5158  -0.1536
O  31.0023  12.4061  28.6089  0.1473  0.3498  0.3024
O  5.3963  8.1376  27.445  -0.0907  -0.0817  0.4222
O  26.4184  10.7256  35.0506  0.0336  -0.3627  0.443
O  31.0175  7.114  28.4503  -0.0883  0.4143  -0.0047
O  0.1233  2.7619  27.5561  0.1483  0.1812  0.3652
O  9.6169  16.5307  32.137  -0.4696  0.1862  0.1588
O  1.0163  3.6112  34.1921  0.2447  -0.1897  0.2261
O  0.0339  13.6214  27.1794  0.139  0.0393  0.342
O  1.8757  8.436  30.3978  0.0014  -0.2853  -0.1738
O  8.3376  16.6371  27.5204  -0.197  -0.0807  0.4436
O  5.3095  3.5591  36.3522  0.3774  -0.0591  -0.3162
O  10.7097  3.07  31.1248  0.1983  0.1509  -0.6198
O  4.3505  13.0637  28.3289  -0.0924  0.2321  0.3661
O  13.6874  7.4949  35.6923  0.377  0.2923  -0.5449
O  18.4557  15.1792  37.5748  0.1675  0.371  -0.282
O  11.0764  8.0694  36.213  0.2173  0.3018  -0.1498
O  16.0816  10.0841  35.7937  -0.3228  0.053  0.1584
O  16.3078  8.0352  27.7288  0.0928  0.2648  0.4212
O  20.7679  1.807  28.5614  -0.168  0.2075  0.5422
O  -1.2389  3.5071  31.1589  -0.2624  0.1282  -0.0116
O  19.1821  5.3883  27.5903  0.0557  0.2552  0.2282
O  27.3307  14.3798  28.2335  -0.1533  0.0958  0.1195
O  19.9492  12.1752  28.6674  -0.1875  0.041  0.2448
O  22.6159  2.2214  34.7087  0.1417  0.0938  0.5792
O  21.7808  13.5552  27.5085  0.1841  0.0398  0.2435
O  18.5326  16.3862  32.7503  0.211  -0.2978  -0.4031
O  25.9646  17.8649  28.7249  -0.3664  -0.249  0.1536
O  25.8978  6.9146  28.6527  -0.0074  -0.2085  0.5843
O  21.7696  10.2399  35.4506  -0.1819  -0.5149  -0.054
O  26.084  12.1634  28.6121  -0.0754  -0.1312  0.2712
O  30.2619  14.0789  33.8936  -0.2426  0.3569  -0.482
O  3.4173  18.1812  35.6371  0.0426  0.2112  -0.237
O  27.6077  3.0942  27.5521  0.2406  0.1933  0.4677
O  27.4991  8.8453  28.2585  0.1485  0.0935  -0.1204
O  1.7316  14.9964  28.382  0.6925  -0.2105  0.2773
O  30.8479  17.6635  28.3428  -0.5745  0.4662  0.1308
O  6.8474  12.4657  28.6897  0.335  -0.0217  -0.4222
O  5.5873  13.9475  30.4829  -0.6202  -0.3458  0.3726
O  2.8844  14.0712  37.5812  0.2155  -0.1849  -0.1296
O  8.1809  3.1959  31.9827  -0.496  0.1616  -0.1956
O  31.0634  10.427  36.0194  0.254  -0.0645  0.0472
O  4.1362  6.2012  28.4701  -0.3729  -0.208  0.0581
O  3.3936  2.4432  30.1099  0.603  0.0266  0.3405
O  7.2389  7.0504  33.5042  0.2974  -0.0998  -0.4168
O  3.868  7.8003  38.5199  -0.1903  -0.1523  -0.3163
O  16.1407  11.9981  37.5119  0.3448  -0.5755  -0.3216
O  11.4928  14.9902  33.2422  -0.2899  -0.0525  0.5629
O  6.8096  3.907  28.4758  -0.2554  -0.2913  0.4891
O  11.6862  5.2584  38.4085  0.3943  -0.1187  0.3822
O  5.0271  12.0823  37.4735  -0.6198  -0.138  -0.0716
O  18.7499  3.1117  37.4894  -0.0546  0.011  -0.4352
O  21.9086  6.2245  37.6011  0.1558  0.2156  -0.4385
O  22.9395  17.2622  29.7832  0.0827  0.1947  0.4736
O  25.3056  7.9259  38.4249  0.0709  0.0953  -0.2077
O  14.1738  8.8658  37.7929  0.0599  0.1561  -0.2092
O  19.8824  11.7338  34.1  -0.3618  0.0614  -0.0534
O  29.1334  9.313  34.7702  -0.277  0.1479  0.1154
O  29.6837  8.6997  37.3921  -0.2286  -0.294  -0.0714
O  6.73  10.4002  38.407  -0.1513  0.0273  -0.1627
O  20.6373  17.581  37.7959  -0.1413  -0.2128  -0.1715
O  23.6176  10.4517  31.0256  -0.2414  0.0471  -0.613
O  4.7168  13.8942  35.629  0.329  0.3285  -0.4826
O  16.6608  2.5946  30.7491  -0.1013  0.2419  0.4134
O  23.711  4.3132  37.3499  0.3784  0.0537  -0.484
O  25.4736  2.4371  38.1902  -0.1246  -0.0257  -0.429
O  7.9885  11.217  30.6885  0.6867  -0.3061  0.0182
O  2.9819  14.6042  32.6412  -0.0009  -0.1931  0.3369
O  -0.4817  12.4479  34.6846  0.4005  -0.1039  -0.1119
O  28.5892  15.158  35.6445  -0.1994  0.1582  -0.1914
O  21.5326  11.3699  37.7157  -0.0454  0.0089  -0.1003
O  14.8587  6.337  37.8845  -0.5555  -0.3066  -0.0689
O  13.2015  3.7037  37.2964  0.4158  -0.1021  -0.3058
O  24.4453  12.7281  32.2238  0.4031  -0.0063  0.3591
O  0.2911  14.471  33.2168  -0.0002  0.6192  0.2452
O  27.3403  2.556  30.8691  0.2206  0.2266  -0.4817
O  21.5166  16.193  34.8071  -0.1722  0.1421  0.3802
O  24.2546  14.2404  37.3252  0.4795  0.1443  -0.2991
O  6.2746  5.7882  30.1352  0.2417  0.3525  0.5893
O  12.2379  6.8269  29.0284  0.1846  0.1016  -0.3261
O  22.1754  12.6549  30.9608  0.1164  -0.0478  -0.6646
O  21.217  3.7284  37.2241  0.0149  -0.2058  0.3949
O  30.7551  3.0385  37.8309  0.5862  0.2998  0.0792
O  11.9344  7.4861  33.7236  -0.0238  -0.3145  -0.2116
O  22.6414  15.9845  38.3766  0.0843  0.21  -0.6415
O  24.8453  3.3231  30.2972  -0.018  0.3753  -0.1644
O  7.5389  13.4409  32.1507  0.2264  0.0592  0.1062
O  4.8459  7.2349  34.2543  0.1179  -0.3596  0.2233
O  11.8922  10.0227  33.0127  -0.1533  0.057  -0.3204
O  21.3865  14.3493  32.8775  0.1059  -0.0318  0.0711
O  18.1623  12.5622  35.9329  0.0554  -0.5316  0.335
O  30.2678  10.8457  30.5397  -0.0797  -0.3043  0.1837
O  -0.9004  2.4315  35.466  -0.1381  0.2081  -0.0217
O  5.1989  2.5551  27.3167  -0.0967  0.2131  0.0978
O  7.9294  18.1956  34.1213  -0.3202  0.0808  -0.1881
O  -0.7302  6.5042  37.5432  -0.4476  0.1954  -0.0091
O  2.7928  8.0988  35.3936  0.1433  -0.1776  0.4398
O  28.2583  10.5605  38.4215  -0.0188  0.0749  -0.1035
O  17.196  14.7782  28.4866  -0.0789  0.274  0.393
O  12.4817  4.2466  28.5755  -0.0127  -0.1457  0.4216
O  26.7977  12.2637  37.2076  -0.2376  0.4952  0.0349
O  15.7433  12.3472  34.8313  -0.0171  0.353  -0.5715
O  29.4402  10.5077  28.0335  0.3656  0.1367  -0.048
O  21.8973  7.5539  30.5977  -0.3355  0.0082  0.0858
O  12.1299  14.7918  28.6326  0.1936  0.1026  0.3227
O  9.8433  15.4471  29.7726  0.0097  0.1094  -0.1835
O  23.9916  14.9656  30.9238  0.1998  0.0573  0.1711
O  29.2605  15.4846  38.0774  0.2197  0.0987  0.2267
O  20.1609  7.0112  34.6389  0.0203  0.1453  0.5213
O  9.9164  7.7761  28.7937  -0.2316  0.2974  0.047
O  13.7323  16.3178  27.5458  -0.1681  -0.2627  0.4009
O  2.4558  9.7483  37.4475  0.1069  0.5498  -0.1254
O  16.8568  6.2691  31.2476  -0.0032  -0.372  -0.3608
O  11.9223  5.6111  35.7336  -0.1598  -0.2481  -0.3266
O  5.597  9.2132  32.7747  -0.0294  -0.1126  -0.5073
O  24.7094  17.3671  33.6544  -0.2823  -0.4307  0.4018
O  17.519  5.1544  33.5076  0.1823  0.2573  0.6493
O  17.6022  16.1161  35.1962  0.1207  0.4947  -0.0966
O  18.0625  3.3988  28.7493  0.0753  -0.2821  0.1789
O  -0.703  8.1754  30.536  -0.1545  0.1233  0.4438
O  3.6314  16.9623  28.3027  0.0443  -0.5141  0.119
O  20.4417  9.3291  33.4325  -0.1356  0.0086  -0.5202
O  11.9664  9.3998  28.7977  0.0863  0.2935  0.3027
O  19.1445  10.6909  30.64  0.0846  -0.0317  0.8954
O  19.9808  13.2838  38.5256  -0.1305  0.087  -0.3911
O  18.5515  7.7286  32.6303  0.0184  -0.0206  0.1634
O  23.53  15.185  28.4274  0.3172  -0.0778  -0.0031
O  2.5307  5.8137  33.9624  0.5535  -0.5016  -0.2172
O  14.7619  18.4888  38.4935  -0.075  0.008  -0.2485
O  24.4058  10.7173  27.4832  0.113  0.0329  0.1984
O  15.1212  4.687  32.614  0.2094  -0.199  0.461
O  29.4114  2.4942  32.556  0.2281  0.0491  0.5684
O  28.1464  6.2856  32.7927  -0.0718  -0.4927  -0.0313
O  20.5997  9.284  29.0167  0.2252  0.4493  -0.1235
O  12.311  15.5625  38.611  -0.208  0.0375  -0.4416
O  22.1148  6.4788  32.9797  -0.1035  0.3445  0.2356
O  28.3227  6.4155  35.423  0.7552  0.0702  -0.119
O  22.9241  3.0752  28.0662  -0.1393  -0.3721  0.1618
O  23.0304  8.7527  28.4748  0.3703  0.0104  0.4233
O  1.222  15.8711  38.5653  0.0849  -0.0778  -0.3751
O  9.2707  2.6938  38.7406  0.2513  -0.3262  0.3513
O  1.1834  5.0262  38.4989  -0.0565  0.1086  -0.2632
O  1.3876  3.7749  31.008  -0.0673  -0.6428  0.3778
O  15.8604  14.2352  30.6638  -0.2189  -0.0949  0.167
O  18.3074  13.9704  33.7706  0.1106  -0.4226  -0.3875
O  13.6983  10.9813  27.7468  0.0753  -0.0666  0.2239
O  10.2333  3.1448  33.6712  0.1281  0.1515  0.7425
O  8.8022  4.44  29.9002  0.667  0.3003  -0.2273
O  10.9401  17.3946  37.5768  0.1359  0.0563  -0.5318
O  27.9247  10.3607  32.8732  -0.0515  0.3794  -0.3245
O  17.1665  5.0004  38.3855  0.0472  0.0065  -0.5686
O  12.5728  12.5764  33.0546  0.3711  -0.0814  0.0363
O  22.0888  5.2015  35.238  0.262  -0.2313  -0.1662
O  2.8087  8.1112  32.7916  -0.5772  0.167  0.1897
O  16.3975  8.7753  31.3556  0.1372  0.6257  -0.3914
O  29.6248  17.4659  36.3636  -0.3347  0.3187  -0.4009
O  20.1303  18.4023  35.4159  -0.2802  -0.1385  -0.2592
O  18.6682  4.3068  31.2282  0.3597  0.429  -0.2062
O  8.6437  11.0028  35.7561  0.2136  -0.297  0.3744
O  19.1033  18.1205  30.807  0.4118  -0.4401  -0.2086
O  27.7239  7.4168  30.4708  -0.0722  -0.1444  0.108
O  6.7634  9.8105  28.7486  0.0818  -0.2391  0.6826
O  25.3792  9.9524  32.7623  -0.1661  0.4787  0.044
O  14.5883  5.9869  28.4293  0.2401  -0.4031  0.1515
O  1.2132  17.3702  34.5026  -0.1012  -0.2645  -0.1703
O  25.7214  15.0744  32.7837  0.2573  -0.1907  0.5629
O  13.7735  8.441  32.0331  0.0902  -0.1441  -0.2501
O  24.0839  7.9002  31.8833  -0.0122  -0.306  0.2286
O  0.5605  9.6362  28.6065  -0.5407  0.0132  -0.09
O  9.6212  6.646  37.9472  -0.5507  -0.4132  -0.1728
O  20.4328  13.9095  35.3231  0.0284  0.0173  0.6318
O  15.442  10.0011  33.3342  0.4881  0.3267  -0.1575
O  11.8675  17.6151  32.8259  0.4453  -0.0241  -0.06
O  7.4716  15.7835  30.9063  -0.2465  0.3929  0.036
O  0.1526  10.4612  31.1536  0.4006  0.4252  0.4181
O  21.5169  15.1198  30.3201  -0.498  -0.0073  -0.1694
O  6.1448  11.6693  35.098  -0.2105  -0.1885  -0.4387
O  5.6934  11.6495  31.9476  -0.3395  0.1289  -0.0079
O  7.895  11.0178  33.2829  0.5165  -0.0706  -0.3751
O  -0.612  15.5525  29.5343  -0.2414  -0.259  0.1363
O  18.2927  8.832  34.9828  -0.317  0.1988  -0.0654
O  -0.2183  5.6059  30.0344  0.188  -0.0519  -0.2895
O  18.1034  9.917  28.3586  0.0501  0.4678  -0.0151
O  27.2241  16.9165  37.2753  -0.2245  -0.1528  -0.4454
O  1.6599  16.7569  30.1813  -0.2227  0.4692  0.1693
O  23.707  3.3436  32.633  -0.3413  0.1029  0.2598
O  2.7423  15.5795  35.4817  -0.0874  0.0125  0.3561
O  16.402  16.7537  37.5539  0.1202  -0.0296  -0.2048
O  10.6244  3.5511  36.6365  -0.1674  0.3179  -0.6539
O  14.1296  2.8093  30.9028  -0.4832  -0.1736  0.0946
O  6.8495  9.1577  34.971  0.3557  0.0108  0.627
O  5.5705  15.2351  32.6986  0.16  0.1122  0.6227
O  19.9926  7.8696  38.3669  -0.0111  -0.1149  -0.5031
O  22.3341  11.2737  33.1642  0.4138  0.0451  0.3388
O  19.0946  16.3382  27.6347  0.1141  0.0066  0.4939
O  -0.1418  12.0728  37.3257  0.607  -0.1844  -0.3194
O  25.5171  13.2642  35.2145  -0.0004  0.4281  -0.3137
O  25.4252  17.188  31.1707  -0.6444  -0.3016  -0.0817
O  16.2323  14.3517  36.4361  -0.8051  0.1363  0.1474
O  26.097  5.6757  34.2871  -0.4759  0.0932  -0.0906
O  15.3586  12.8699  28.463  -0.3335  0.0031  0.2903
O  30.9954  7.7476  35.377  -0.3137  -0.2491  -0.4748
O  24.98  3.3384  34.9043  -0.2365  -0.1112  0.4454
O  1.6264  10.4497  34.9667  -0.1191  0.0335  0.1262
O  13.7661  14.7266  32.0604  0.1407  -0.0327  -0.0554
O  0.2785  5.9953  35.1742  -0.1923  -0.1951  0.0664
O  29.4942  15.5977  28.8292  0.0211  -0.0302  0.6163
O  10.1368  16.7381  34.655  0.27  -0.2313  0.2441
O  23.0409  14.0836  34.9396  0.2679  0.223  -0.3462
O  15.2375  1.773  28.7003  0.1146  0.0848  -0.0444
O  23.529  5.4677  31.0399  0.2877  0.0108  -0.4148
O  3.8007  11.0504  33.7057  -0.0012  -0.0165  0.0522
O  25.7384  9.0853  30.2228  -0.0222  0.2069  -0.0719
O  29.6278  5.1526  27.5182  0.1478  -0.0172  0.5727
O  21.1984  6.8698  28.2309  0.0199  -0.1833  0.2965
O  18.5861  8.0513  30.0802  -0.067  -0.5629  -0.3605
O  8.8873  11.0329  28.1181  0.2568  -0.3761  -0.0669
O  7.8682  15.7361  35.3638  -0.296  0.0022  -0.4103
O  -1.6494  13.4966  38.7496  -0.0028  -0.0777  -0.066
O  9.4022  13.5317  35.495  0.0854  0.3346  -0.4134
O  10.2247  13.0965  28.6648  0.0006  0.0378  0.3154
O  23.4381  9.5551  37.4617  0.0909  -0.1098  -0.294
O  4.1051  16.3419  30.8731  0.2705  -0.2622  -0.1791
O  18.0445  9.4551  37.502  0.1336  0.4497  -0.2052
O  23.658  11.889  36.3094  0.3971  -0.1614  -0.2431
O  30.7327  10.4516  33.0222  0.1399  -0.064  0.3172
O  7.4024  4.3078  37.8156  0.247  0.2773  -0.1605
O  11.0823  11.5771  34.9877  -0.0352  -0.2952  -0.0194
O  3.6409  16.962  33.4038  0.0544  0.6202  -0.0192
O  14.3292  13.4997  38.5756  -0.038  -0.087  -0.3411
O  19.6991  13.3285  31.0631  -0.3751  0.2837  0.3972
O  20.166  4.7191  33.4247  0.1028  -0.0732  0.0307
O  8.2392  4.6413  34.1525  -0.121  -0.0602  -0.1157
O  15.1581  16.7287  31.0022  -0.3791  0.0981  0.1212
O  5.1811  5.7255  37.7999  -0.2868  -0.1169  -0.1883
O  8.8351  14.8577  37.7212  0.6091  0.1959  0.1948
O  -0.6926  18.1261  32.9667  0.0341  -0.2321  0.0437
O  10.2994  12.0868  37.4925  0.0287  0.2644  -0.1132
O  28.4978  12.4852  29.608  0.1786  0.2862  0.6107
O  7.992  6.2004  28.1697  -0.2125  0.2126  -0.188
O  26.7933  8.2246  34.0786  -0.2412  -0.0703  0.1275
O  3.7229  10.0248  31.2471  -0.2442  0.5395  -0.2825
O  27.0968  3.4627  33.3319  0.2168  0.2552  -0.0638
O  2.1156  4.1993  28.5199  -0.1398  0.2034  -0.0729
O  12.0815  10.45  38.4212  0.1339  -0.0175  -0.2839
O  24.3379  5.3009  27.5331  -0.1522  0.2383  0.6228
O  3.7312  4.9271  30.5903  0.2391  -0.2654  0.3397
O  27.3234  4.0343  35.9183  0.117  -0.4269  0.3323
O  28.0448  12.7632  34.8312  -0.1272  -0.3683  -0.6345
O  11.534  13.7352  30.9309  0.0896  -0.2977  0.0132
O  7.0446  13.5372  36.6325  0.2121  -0.2879  0.2299
O  6.6555  16.0082  38.6113  -0.2113  0.1326  -0.3016
O  2.4221  12.8858  35.2575  -0.3915  -0.0972  -0.0131
O  16.2953  7.7293  36.4448  0.1135  -0.4204  0.0306
O  10.5379  2.4844  27.6647  0.084  0.0415  0.2113
O  30.5362  17.2373  30.8534  -0.0713  0.0233  0.0842
O  13.4786  5.3403  30.7401  0.1275  0.5214  0.4524
O  -1.0855  12.6473  32.0613  -0.2227  0.3651  -0.5827
O  17.5734  12.5228  29.7692  -0.2638  -0.4607  0.2863
O  27.3026  17.2213  32.9569  0.5045  -0.4569  0.4269
O  13.5805  10.8877  34.8698  -0.2178  -0.3109  0.672
O  29.0694  4.9815  37.6596  -0.0213  0.5296  -0.0589
O  6.3284  14.965  28.2725  -0.1483  0.2905  0.1301
O  11.3402  8.2194  31.1272  -0.3703  -0.0613  0.1654
O  4.8491  17.6856  37.7246  -0.2377  -0.3284  -0.101
O  4.3495  7.4771  30.7521  0.3278  0.1194  0.1335
O  30.0504  6.317  30.8444  -0.2099  -0.6917  -0.0071
O  8.8396  17.9228  30.0276  -0.2969  -0.1005  -0.3661
O  0.5242  8.4425  36.4091  -0.1166  0.1483  0.3222
O  6.6536  5.7734  35.759  -0.2348  0.1924  -0.0416
O  26.3737  13.723  30.6617  0.2263  0.2149  0.3002
O  3.0689  3.3414  37.7387  0.0969  -0.1161  -0.1966
O  -0.636  17.149  37.4988  0.0547  -0.3752  -0.5831
O  16.1478  15.3492  33.0473  -0.0923  -0.0359  0.4305
O  15.6949  7.2207  33.3442  0.1422  -0.1524  0.5158
O  8.6503  8.8546  37.3964  0.2132  0.2486  -0.3653
O  8.9541  6.9237  35.4331  0.0298  -0.1497  -0.4699
O  26.756  6.1097  37.4456  -0.1636  -0.1135  -0.2923
O  18.4625  2.6897  33.209  -0.5324  -0.1337  0.4224
O  12.645  3.8285  32.7636  -0.0751  0.3876  0.3184
O  30.1808  12.9708  36.247  -0.1531  0.0925  0.461
O  8.6906  18.0045  36.4771  -0.2824  0.2055  0.029
O  2.6316  11.0725  27.6985  0.1398  0.0321  0.5511
O  20.7495  17.7986  32.9102  0.3832  0.097  -0.3715
O  29.4883  8.3929  32.2296  0.5406  0.1858  -0.2164
O  0.1528  5.4103  32.6078  -0.1437  0.3522  0.0163
O  22.1619  3.2792  30.4915  -0.4552  0.3269  0.2712
O  1.7233  12.3209  32.8302  0.0473  -0.3017  -0.393

Results
total energy: -218731.903 eV
total energy less fixed offsets of O -438.35, Si -107.03 eV per atom: -13.183 eV
